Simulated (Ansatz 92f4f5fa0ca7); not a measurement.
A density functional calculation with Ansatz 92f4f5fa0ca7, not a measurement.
Periodic cell of 351 atoms, Si241O110, from a study of silicon, its oxide and their interface. The atomic structure is a simulated model.
Doubt: the cutoff is far below the 930 eV that the study's wrapper takes by default for these files, so forces and energies are approximate.
This geometry differs little from another in the collection (a relaxation step or a small displacement).

Settings: functional PBE; potential files Ansatz PAW; basis plane waves; wave-function cutoff 580 eV; density cutoff ratio 5; exchange-correlation grid ratio 1; k mesh 1 x 1 x 1, Gamma-centred; self-consistency stop 5e-08 eV per atom in the density residual; occupations fixed; spin none; net charge 0.

Cell vectors (angstrom)
a  11.6015  0  0
b  0  13.3963  0
c  0  0  40.9769

Atoms: element, x, y, z (angstrom)
Si  0  2.2327  1.1851
Si  3.8672  2.2327  1.1851
Si  7.7343  2.2327  1.1851
Si  1.9336  5.5818  1.1851
Si  5.8008  5.5818  1.1851
Si  9.6679  5.5818  1.1851
Si  0  8.9308  1.1851
Si  3.8672  8.9308  1.1851
Si  7.7343  8.9308  1.1851
Si  1.9336  12.2799  1.1851
Si  5.8008  12.2799  1.1851
Si  9.6679  12.2799  1.1851
Si  1.9336  1.1164  1.9745
Si  5.8008  1.1164  1.9745
Si  9.6679  1.1164  1.9745
Si  0  4.4654  1.9745
Si  3.8672  4.4654  1.9745
Si  7.7343  4.4654  1.9745
Si  1.9336  7.8145  1.9745
Si  5.8008  7.8145  1.9745
Si  9.6679  7.8145  1.9745
Si  0  11.1635  1.9745
Si  3.8672  11.1635  1.9745
Si  7.7343  11.1635  1.9745
Si  1.9336  1.1164  4.3426
Si  5.8008  1.1164  4.3426
Si  9.6679  1.1164  4.3426
Si  0  4.4654  4.3426
Si  3.8672  4.4654  4.3426
Si  7.7343  4.4654  4.3426
Si  1.9336  7.8145  4.3426
Si  5.8008  7.8145  4.3426
Si  9.6679  7.8145  4.3426
Si  0  11.1635  4.3426
Si  3.8672  11.1635  4.3426
Si  7.7343  11.1635  4.3426
Si  0  0  36.6364
Si  3.8672  0  36.6364
Si  7.7343  0  36.6364
Si  1.9336  3.3491  36.6364
Si  5.8008  3.3491  36.6364
Si  9.6679  3.3491  36.6364
Si  0  6.6981  36.6364
Si  3.8672  6.6981  36.6364
Si  7.7343  6.6981  36.6364
Si  1.9336  10.0472  36.6364
Si  5.8008  10.0472  36.6364
Si  9.6679  10.0472  36.6364
Si  0  0  39.0045
Si  3.8672  0  39.0045
Si  7.7343  0  39.0045
Si  1.9336  3.3491  39.0045
Si  5.8008  3.3491  39.0045
Si  9.6679  3.3491  39.0045
Si  0  6.6981  39.0045
Si  3.8672  6.6981  39.0045
Si  7.7343  6.6981  39.0045
Si  1.9336  10.0472  39.0045
Si  5.8008  10.0472  39.0045
Si  9.6679  10.0472  39.0045
Si  0  2.2327  39.7939
Si  3.8672  2.2327  39.7939
Si  7.7343  2.2327  39.7939
Si  1.9336  5.5818  39.7939
Si  5.8008  5.5818  39.7939
Si  9.6679  5.5818  39.7939
Si  0  8.9308  39.7939
Si  3.8672  8.9308  39.7939
Si  7.7343  8.9308  39.7939
Si  1.9336  12.2799  39.7939
Si  5.8008  12.2799  39.7939
Si  9.6679  12.2799  39.7939
Si  -5.0114  -6.154  26.1682
Si  5.6852  5.9839  30.5748
Si  11.2922  5.8488  21.9309
Si  3.9197  2.3867  32.6713
Si  8.9713  3.6476  27.1597
Si  6.5561  -2.5309  30.0401
Si  3.5498  0.2591  29.6532
Si  1.7774  12.2304  23.3582
Si  2.6389  11.6931  30.6652
Si  4.4025  10.0549  30.7702
Si  3.8399  9.1499  32.8384
Si  9.7757  14.9093  31.6931
Si  1.484  4.1328  30.6959
Si  5.7014  5.6858  32.8708
Si  13.4935  7.9631  28.9444
Si  7.6438  2.3821  32.4252
Si  5.7445  -0.246  30.4008
Si  12.621  10.2235  29.7627
Si  5.2145  4.2761  14.518
Si  1.5953  8.5957  26.5665
Si  4.2205  7.892  29.7965
Si  -3.2283  10.5091  31.6132
Si  6.7673  15.3791  30.2606
Si  5.7085  12.533  32.7297
Si  0.2427  2.6389  32.2021
Si  3.3636  -3.5675  24.6196
Si  8.8939  1.5148  29.3765
Si  1.9303  5.488  32.6627
Si  5.3854  3.841  29.5092
Si  9.6879  5.5434  32.7991
Si  -0.7708  10.4123  31.4619
Si  0.7766  11.2284  27.6491
Si  7.715  8.4213  32.3945
Si  2.0007  12.4058  32.8097
Si  3.3327  13.1145  27.3944
Si  6.3861  8.6755  28.9513
Si  1.9464  1.2987  33.3491
Si  5.8359  1.2914  33.544
Si  9.7203  -0.0254  33.5081
Si  0.0074  4.4968  33.5975
Si  3.8287  4.5166  33.5919
Si  7.6818  4.5067  33.4076
Si  1.8372  7.8081  33.2267
Si  5.732  7.9177  33.566
Si  9.537  7.6816  33.6709
Si  -0.1516  11.6837  33.4091
Si  3.8715  11.283  33.7046
Si  7.8674  11.8455  33.4713
Si  1.9149  1.1393  35.7757
Si  5.8035  1.1375  35.8846
Si  9.6735  1.0474  35.7474
Si  -0.0034  4.455  35.9159
Si  3.8634  4.4673  35.9147
Si  7.7369  4.4579  35.8029
Si  1.9165  7.8135  35.7206
Si  5.8068  7.8298  35.8965
Si  9.656  7.8222  35.9564
Si  -0.0064  11.1569  35.7762
Si  3.8788  11.1852  35.9827
Si  7.7365  11.1714  35.7881
Si  0.0033  -0.0257  5.1268
Si  3.8671  0.1076  5.1379
Si  7.7235  -0.0123  5.0815
Si  1.9229  3.3822  5.1807
Si  5.8235  3.3492  4.8951
Si  9.6733  3.3634  5.0386
Si  0.0204  6.7002  5.2788
Si  3.8728  6.6732  5.1075
Si  7.7596  6.6651  5.2633
Si  1.9391  10.0737  5.0857
Si  5.7676  9.9977  5.1477
Si  9.6502  10.0314  5.207
Si  -0.0298  -0.1785  7.4877
Si  3.8791  1.6196  7.0156
Si  7.8504  -0.0189  7.4093
Si  2.004  2.9712  7.5536
Si  5.7738  3.0686  7.1393
Si  9.7482  3.383  7.3459
Si  0.1752  6.7815  7.8185
Si  4.2531  6.7352  7.4342
Si  7.887  6.3708  7.7501
Si  1.8808  10.2958  7.4013
Si  5.5144  8.8465  7.2491
Si  9.4902  9.9416  7.631
Si  -0.0976  2.035  8.0595
Si  3.9962  0.3541  8.8552
Si  9.6593  3.8331  10.7994
Si  -0.1019  2.2854  10.3884
Si  2.3357  6.6553  8.9478
Si  9.9011  5.3448  8.6397
Si  -0.3009  8.7729  12.4108
Si  5.268  11.03  9.9229
Si  7.5402  8.6224  8.433
Si  1.9901  12.4163  8.4358
Si  6.1527  12.8898  8.9062
Si  9.6138  12.1776  8.3887
Si  0.1001  0.0476  13.8017
Si  5.0941  0.4699  11.9108
Si  4.1295  -3.1912  13.3741
Si  5.8339  5.1505  8.1776
Si  4.7508  8.2278  11.7651
Si  11.6117  9.1089  8.3944
Si  -3.8002  15.6492  7.9941
Si  2.3878  5.3626  10.9769
Si  3.2428  8.8567  18.8021
Si  -2.241  12.4613  10.7871
Si  7.2182  13.8106  10.7778
Si  11.5518  13.5354  11.4346
Si  2.0645  3.2229  10.0979
Si  8.8817  3.7439  18.1139
Si  10.6086  2.0084  25.125
Si  -1.2315  8.1391  17.9121
Si  3.8413  -1.5404  11.6432
Si  5.6324  4.0751  10.2849
Si  -1.7767  4.1058  13.1994
Si  1.5503  6.7413  17.7484
Si  12.497  9.6408  10.5845
Si  -3.0334  10.3431  11.8009
Si  7.6355  16.1138  10.2946
Si  12.4464  5.7952  12.8127
O  7.4607  -4.2505  15.0413
O  24.1334  -11.3026  17.5202
O  8.1155  15.3784  21.8111
O  12.0961  7.1683  21.3712
O  -2.6152  9.5432  26.6777
O  15.2051  8.5854  23.5834
O  19.4743  10.9402  13.1792
O  -4.1077  1.2995  13.8256
O  -2.0149  20.8059  19.1454
O  0.5583  15.822  24.946
O  10.0526  10.3977  22.4152
O  25.6957  21.8827  20.2118
O  6.9823  9.3445  20.1927
O  -4.2508  3.6042  26.968
O  -2.6905  -12.6109  15.9679
O  9.6496  -10.255  25.7717
O  -8.8769  16.6967  20.2782
O  16.0455  11.9707  27.0148
O  9.8598  -1.681  16.7691
O  1.6651  3.3822  15.2682
O  7.0619  8.6667  17.6071
O  -20.6481  8.0252  17.5735
O  0.1696  12.2133  23.1353
O  -0.7672  23.0702  18.258
Si  -0.6105  19.2878  27.2825
Si  5.4323  24.976  25.7969
Si  4.5091  0.5837  16.5853
Si  18.6076  1.0905  18.3598
Si  -4.884  -4.1067  10.6219
Si  1.6118  1.9453  16.0394
Si  -5.3012  0.7221  24.0728
Si  1.5835  11.9305  10.6919
Si  4.6809  19.1531  11.7538
Si  0.8501  -7.3235  24.7219
Si  7.062  10.6436  14.5548
Si  5.8324  14.6514  13.9215
Si  6.5982  1.5772  21.2811
Si  14.5657  21.9574  10.1775
Si  -11.3584  12.9182  19.5112
Si  23.219  2.3098  18.8814
Si  -0.3813  10.9586  17.3037
Si  15.0469  16.0848  30.3332
Si  3.3538  18.7511  22.9287
Si  7.9971  5.1447  15.4664
Si  9.027  14.6272  14.3973
Si  -0.3407  8.2889  32.2581
Si  13.5404  7.0076  20.6349
Si  -3.8177  7.2543  30.327
Si  0.4633  5.9732  29.3778
Si  4.1771  2.2824  25.5601
Si  -2.7084  27.8341  22.9245
Si  -10.4509  23.8927  14.5861
Si  -5.4317  -4.0652  18.7792
Si  -4.4991  -5.2057  21.3448
Si  3.8737  23.2487  8.5057
Si  2.3377  18.258  15.3552
Si  13.2935  15.2845  23.9006
Si  16.5756  7.675  23.5342
Si  -2.4712  9.4768  23.3746
Si  10.5475  -1.4863  22.1176
Si  -10.4321  -10.2804  20.88
Si  -3.3759  10.7604  25.8897
Si  8.5502  12.6697  16.534
Si  4.1019  15.484  10.4695
Si  17.4649  4.28  27.2208
Si  15.5581  16.2088  21.2657
Si  -1.7086  -13.7624  27.0964
Si  3.0667  -0.1805  20.8144
Si  7.8593  8.1865  16.278
Si  21.0451  21.5421  25.9449
Si  8.8624  -7.1708  20.0318
Si  4.2816  11.6101  18.4973
Si  -1.3718  -20.1331  30.7797
O  -8.8429  10.1656  14.347
O  8.1846  7.0997  25.838
O  13.2988  13.5111  19.968
O  -10.8093  11.9678  13.9874
O  -0.4891  -1.4296  20.5976
O  -14.2343  12.1707  26.0956
O  1.9029  5.8176  14.0907
O  0.2881  5.2693  26.0432
O  4.7847  -2.8086  24.7009
O  9.9742  8.5434  24.4346
O  -0.3212  -7.4157  23.5653
O  23.2272  7.212  17.49
O  16.2002  3.5788  26.4504
O  13.6174  0.283  24.0724
O  13.3429  -7.25  19.2558
O  -5.5917  40.7888  22.4682
O  2.6778  -14.6207  21.9981
O  13.8021  10.8947  24.1892
O  -6.0265  16.2265  20.9462
O  -10.8318  14.3721  15.0011
O  1.2967  2.2482  22.3302
O  -15.4389  13.1116  17.8898
O  -0.6732  14.2427  19.2326
O  -12.6149  0.7506  26.1553
O  3.6421  27.9945  21.4498
O  13.4759  18.9453  16.7346
O  6.5999  4.3354  15.3495
O  14.7463  1.4212  16.2962
O  -4.8661  10.9289  26.4914
O  -0.6158  12.0547  27.7641
O  17.0341  24.032  14.3129
O  8.1531  23.8293  24.2839
O  -5.8948  21.4805  22.1499
O  5.9437  5.8302  26.6741
O  5.3352  0.364  15.1992
O  21.7894  1.7664  23.5598
O  15.7742  12.5318  19.8386
O  -15.6874  11.8041  15.6059
O  12.0605  25.4408  18.1698
O  -0.2205  31.4189  13.2592
O  -1.0128  34.2462  26.8769
O  3.6465  27.8505  26.5061
O  -15.3418  -10.9184  18.224
O  -6.4751  16.1297  14.0178
O  -17.6621  1.9932  24.7141
O  9.7134  9.1799  12.1956
O  3.1216  10.4564  18.5282
O  -1.5669  0.0303  13.8973
O  6.3954  8.3688  27.3315
O  3.9535  18.0732  15.4541
O  35.439  10.4517  16.1323
O  -5.8618  24.2644  18.4277
O  -6.0504  28.115  17.6206
O  7.4468  6.7797  20.6124
O  -7.7773  -9.532  22.5039
O  13.4814  12.3694  27.1374
O  -10.9877  9.9499  26.5923
O  14.6008  2.6271  24.5191
O  9.0235  0.2257  28.3529
O  22.011  16.7222  18.4726
O  7.5443  6.6524  15.8708
O  4.8135  -4.9664  18.9171
O  8.4611  4.9199  19.1573
O  -2.1463  16.1844  28.4745
O  2.1654  5.3709  24.0544
O  0.4887  17.9133  21.407
O  -5.7701  -0.5419  24.9121
O  -2.1505  8.2705  16.577
O  7.9114  27.6546  24.2212
O  16.2512  6.0832  23.5704
O  -4.856  0.7358  19.9211
O  21.3495  2.6434  13.9945
O  -0.0686  7.1474  12.5546
O  -2.7725  5.1237  14.0461
O  -1.8049  5.8244  21.31
O  12.8214  7.5738  25.3018
O  8.2855  -18.2713  22.3931
O  15.6783  -0.8718  17.1747
O  8.8821  -22.3971  16.6132
O  16.82  18.7016  13.2644
O  -17.3002  7.8864  24.8476
O  -2.2586  12.9994  22.2931
O  2.9669  6.2222  21.6036
O  11.8684  9.3764  13.814
O  -2.0555  5.1385  27.44
O  3.0528  9.2187  26.1033

Results
free energy: -215750.463 eV
free energy less fixed offsets of O -568.88, Si -635.61 eV per atom: 8.347 eV

Forces (eV/angstrom), in the order of the atoms: element, x, y, z
Si  -0.0024  -0.0674  -0.0077
Si  0.0301  0.033  -0.0047
Si  -0.0306  -0.0292  -0.007
Si  0.0248  -0.0664  -0.062
Si  -0.0322  0.0367  -0.0769
Si  -0.0175  -0.0851  -0.0299
Si  0.0037  0.0515  0.0292
Si  0.0076  -0.0235  0.2014
Si  -0.0237  0.0013  0.0178
Si  -0.0047  -0.0095  0.0797
Si  -0.0154  0.1012  -0.0882
Si  0.051  0.0459  0.0262
Si  -0.1483  0.132  -0.0577
Si  0.0876  -0.1743  0.0165
Si  0.0315  0.0184  -0.0264
Si  0.0934  0.1774  -0.0482
Si  -0.137  0.0056  0.0213
Si  0.0973  0.164  -0.0314
Si  -0.0855  -0.0639  -0.0452
Si  0.1738  -0.2615  -0.0618
Si  0.0494  -0.0699  -0.0536
Si  -0.1276  -0.0845  0.0036
Si  0.0959  0.2219  -0.0468
Si  -0.085  -0.1175  -0.0525
Si  -0.2746  0.3449  -0.1787
Si  0.1139  -0.1782  -1.1226
Si  0.0932  -0.1838  -0.1103
Si  0.2348  0.4618  0.0465
Si  -0.3482  -0.0663  -0.4533
Si  0.4225  0.5338  -0.5758
Si  -0.0713  -0.1451  0.4093
Si  0.2507  -0.4655  -0.178
Si  0.0744  -0.1993  0.8325
Si  -0.3173  -0.1919  -0.0621
Si  0.1602  0.3462  0.5344
Si  -0.0911  -0.4474  0.3144
Si  -0.0016  -0.1171  -0.2754
Si  -0.2129  0.5293  0.1693
Si  0.134  -0.0838  0.0361
Si  -0.0027  -0.1375  0.2962
Si  0.1588  0.1443  0.2647
Si  -0.1904  -0.4424  -0.4696
Si  0.2443  0.1099  0.024
Si  -0.2495  0.242  -0.1933
Si  -0.133  -0.2418  0.2253
Si  -0.254  -0.2188  -0.4358
Si  0.3327  0.1021  0.2251
Si  -0.0125  0.4104  -0.0594
Si  0.0511  -0.0222  0.0554
Si  -0.0619  0.2093  0.0354
Si  0.011  0.0106  0.006
Si  0.0105  -0.0797  0.0144
Si  0.0416  0.0704  -0.0091
Si  -0.0798  -0.2111  0.0073
Si  0.1068  0.0319  -0.0164
Si  -0.1133  0.0567  0.0408
Si  -0.0838  -0.0977  0.0067
Si  -0.1193  -0.0818  0.0526
Si  0.1684  0.1028  0.0077
Si  -0.0113  0.1197  0.0214
Si  0.0029  0.0684  -0.0089
Si  -0.0245  -0.0322  0.0658
Si  0.0192  0.0253  0.043
Si  -0.0205  0.0411  0.0111
Si  0.0296  -0.0572  0.0407
Si  0.0172  0.0843  -0.0821
Si  -0.0174  -0.0496  -0.015
Si  0.0131  -0.0043  -0.0926
Si  0.0191  -0.0074  0.0016
Si  0.0165  0.0444  -0.0594
Si  0.0174  -0.0822  -0.0112
Si  -0.0507  -0.028  -0.0109
Si  -0.0644  0.2026  0.4153
Si  0.0214  -0.0725  -0.0128
Si  0.0089  0.0277  0.0458
Si  0.0598  0.0938  0.0388
Si  0.0295  -0.0346  0.0902
Si  0.0389  -0.0386  -0.0848
Si  -0.0254  0.0923  -0.0561
Si  -0.0455  -0.0541  0.0081
Si  -0.0485  -0.0239  0.0291
Si  0.0885  -0.1194  0.2537
Si  -0.1403  -0.3712  0.1748
Si  -0.0629  0.0629  0.0175
Si  -0.0033  0.0006  -0.0384
Si  0.0113  0.0161  -0.0215
Si  -0.066  0.0724  -0.0583
Si  -0.0565  0.0401  -0.0683
Si  0.0043  0.004  0.0217
Si  -0.0288  -0.0283  -0.0593
Si  0.0599  0.0304  -0.1765
Si  -0.0033  -0.0058  0.0685
Si  0.2681  -0.0483  -0.396
Si  0.0438  0.0064  0.0187
Si  -0.0559  -0.015  -0.0107
Si  -0.0375  -0.0268  0.0398
Si  0.0566  -0.0008  0.0051
Si  -0.0157  -0.0705  -0.0038
Si  -0.1082  0.0913  0.0839
Si  0.0226  0.0541  0.0635
Si  -0.0427  -0.0703  -0.0054
Si  -0.0755  -0.0323  0.0597
Si  -0.0742  0.0107  0.0484
Si  0.0334  -0.0659  0.0369
Si  -0.031  -0.0026  0.0803
Si  0.0379  -0.0427  0.049
Si  -0.0141  0.0003  0.3362
Si  -0.0377  0.0399  -0.3069
Si  -0.0004  0.0008  -0.0171
Si  0.0163  0.0004  -0.0068
Si  -0.0307  0.0463  0.0991
Si  -0.034  0.067  0.0387
Si  0.0701  -0.0076  0.0118
Si  0.0258  -0.0078  -0.0126
Si  0.1086  0.077  -0.0042
Si  -0.0802  0.091  -0.0509
Si  0.0041  0.0106  -0.0056
Si  0.0537  -0.0139  0.0034
Si  -0.0329  0.4265  0.0757
Si  0.0113  -0.0541  -0.0111
Si  -0.0085  -0.0338  -0.0189
Si  0.0081  -0.0105  -0.0023
Si  0.0025  0.0533  0.0088
Si  -0.0457  0.0298  0.0163
Si  -0.0046  -0.0134  0.0207
Si  0.0172  0.0113  0.0097
Si  -0.0017  -0.0254  -0.0153
Si  0.0049  0.0355  -0.0207
Si  -0.0375  -0.0051  0.0361
Si  -0.0014  -0.0556  0.012
Si  0.0115  -0.0201  0.1416
Si  -0.0073  0.0042  0.0035
Si  0.0435  -0.0213  0.0159
Si  -0.0355  0.0164  -0.0268
Si  0.0231  0.0261  0.0319
Si  0.0045  0.0596  0.06
Si  0.0293  -0.0267  0.0642
Si  -0.0144  0.0627  0.0076
Si  -0.0608  0.0049  -0.0257
Si  -0.0552  0.0179  -0.018
Si  0.0428  0.0087  -0.0292
Si  -0.0359  -0.0012  0.0015
Si  -0.0289  -0.0495  0.011
Si  0.0067  -0.0049  -0.0292
Si  0.0276  0.0338  0.0555
Si  0.029  0.0316  0.1097
Si  0.0724  0.0278  0.0237
Si  -0.0945  -0.1322  -0.0621
Si  0.0156  0.0126  -0.1735
Si  -0.0025  -0.0226  -0.0168
Si  0.0409  0.0251  0.0084
Si  0  -0.0943  -0.0239
Si  -0.0246  -0.0117  -0.0107
Si  0.0826  0.0127  -0.0973
Si  0.0507  -0.0581  0.0319
Si  0.0025  0.0319  -0.0103
Si  -0.0967  0.0016  0.0589
Si  0.0596  0.0008  -0.1123
Si  0.0221  -0.0735  -0.0421
Si  0.0039  -0.0211  -0.0513
Si  0.053  -0.0246  -0.1039
Si  -0.0476  -0.049  0.0363
Si  0.2843  0.1123  -0.3295
Si  0.0746  0.0676  -0.0056
Si  -0.0273  -0.0121  0.0898
Si  -0.0821  0.0131  0.1013
Si  0.0869  0.0423  0.0415
Si  0.0745  0.0026  0.0038
Si  0.0817  0.0272  -0.2371
Si  0.0566  0.0805  0.0994
Si  0.0176  0.0378  -0.0521
Si  -0.0071  -0.0189  -0.019
Si  0.0543  0.0948  -0.019
Si  -0.0024  0.0638  0.1073
Si  -0.0991  0.0199  -0.0077
Si  0.0157  0.0353  0.0482
Si  0.0272  0.0071  0.0415
Si  -0.1167  0.0488  -0.0582
Si  0.0414  -0.0731  -0.0198
Si  -0.0945  -0.0024  -0.0471
Si  0.0058  -0.0884  0.0277
Si  -0.0157  0.0052  -0.0419
Si  -0.0656  0.0034  0.1238
Si  -0.0047  0.0192  0.0138
Si  -0.0679  0.0328  -0.0657
Si  0.0505  -0.0734  0.0187
Si  -0.0204  0.0469  -0.2414
Si  -0.0293  0.0391  -0.0402
Si  -0.1266  -0.0055  0.0129
Si  -0.0966  -0.0642  0.1358
Si  -0.0279  0.0944  0.0546
Si  0.0412  0.1001  -0.2315
O  0.0398  -0.042  0.0605
O  -0.0297  0.0235  0.0471
O  -0.0262  0.012  -0.021
O  -0.0149  -0.0185  0.0063
O  0.0218  0.0141  -0.108
O  0.0161  0.0097  -0.0174
O  0.06  0.0204  -0.016
O  0.0385  -0.0025  0.1239
O  -0.0078  -0.0485  0.0398
O  0.0366  -0.02  -0.0607
O  -0.0102  -0.0014  0.0029
O  -0.0091  -0.0464  0.0022
O  -0.0143  -0.0016  -0.0003
O  0.052  0.0101  -0.0953
O  0.0106  0.1016  -0.0327
O  0.0082  -0.0051  -0.0361
O  0.0225  -0.0374  0.0212
O  0.0149  -0.0208  -0.0582
O  0.0118  0.0179  -0.0033
O  -0.0459  0.0096  0.0144
O  0.0046  -0.0021  -0.0102
O  -0.0069  0.006  0.0001
O  0.0029  0.0013  -0.002
O  0.021  0.0268  -0.0148
Si  0.0771  -0.0789  0.1749
Si  0.0419  0.0176  0.0107
Si  0.0541  0.0305  0.0104
Si  -0.015  -0.0286  0.0118
Si  -0.0785  -0.0449  -0.0187
Si  0.1055  -0.0404  -0.0763
Si  0.0424  -0.0418  0.1088
Si  -0.0154  -0.0499  -0.0187
Si  0.0635  -0.2152  0.2006
Si  0.0591  0.0275  0.2
Si  -0.0763  0.0143  -0.1542
Si  -0.1398  -0.0799  -0.2072
Si  0.0396  -0.0776  -0.0105
Si  -0.0112  0.0877  -0.0087
Si  -0.0526  -0.0617  0.0234
Si  -0.153  -0.0448  -0.228
Si  -0.0791  -0.0272  0.0691
Si  0.0298  -0.0799  -0.0137
Si  -0.0131  0.0881  0.0841
Si  0.0084  0.0116  -0.0125
Si  -0.1033  0.0305  -0.0462
Si  0.0675  -0.0848  0.0625
Si  0.0335  0.0536  0.0366
Si  -0.0038  -0.0914  0.0292
Si  -0.0091  -0.0432  -0.06
Si  0.0997  -0.0236  0.135
Si  -0.0055  -0.0323  0.051
Si  0.0495  -0.0663  -0.1138
Si  0.0063  -0.0039  0.0172
Si  -0.037  0.0615  0.0377
Si  0.0852  -0.0382  0.0638
Si  0.0514  -0.0725  0.0242
Si  -0.0839  0.0243  0.0275
Si  -0.025  0.0078  0.0384
Si  -0.0297  0.0637  0.0328
Si  0.011  -0.0301  0.0376
Si  0.0057  0.0351  0.228
Si  -0.0106  -0.0503  0.0422
Si  -0.0224  -0.0459  0.0651
Si  -0.044  -0.0116  0.1374
Si  -0.0532  0.036  0.3164
Si  0.0175  -0.0046  0.0357
Si  -0.0227  0.0527  0.0888
Si  0.0313  -0.0788  -0.0129
Si  0.0281  -0.0019  0.0374
Si  -0.0802  -0.0226  0.1093
Si  0.0066  0.0795  -0.0529
Si  0.0154  -0.0103  -0.0327
Si  -0.0273  -0.0053  0.0008
O  0.0212  -0.0027  0.0177
O  0.0929  0.0572  -0.0621
O  -0.0101  0.0389  0.0168
O  -0.0469  0.0808  0.0648
O  0.0212  0.017  -0.0252
O  -0.0254  -0.0202  -0.0561
O  -0.0182  0.0052  0.0413
O  0.0389  0.0093  -0.1068
O  0.0379  0.0271  0.0369
O  -0.0547  -0.0287  0.0215
O  0.0075  -0.0033  -0.0584
O  0.0357  -0.029  0.0171
O  -0.0496  -0.0414  -0.1494
O  0.0122  -0.0162  0.015
O  0.0108  -0.0329  -0.0062
O  -0.013  0.0358  -0.0347
O  0.016  0.0064  -0.0284
O  0.0085  0.0564  -0.0114
O  -0.0681  0.0446  0.0257
O  -0.0373  -0.0029  0.0925
O  0.0212  0.0474  -0.1068
O  0.0295  0.0061  -0.0429
O  0.0525  0.0829  0.0259
O  0.0431  0.0367  -0.0737
O  0.0354  0.0784  0.0049
O  -0.0048  0.0076  -0.0222
O  -0.0128  -0.0163  0.056
O  -0.078  0.0244  0.0025
O  0.0039  0.0138  -0.0161
O  0.002  -0.0037  -0.0165
O  -0.0156  -0.0305  0.0201
O  0.0081  0.0007  0.0283
O  0.0019  -0.0031  0.0031
O  0.0332  0.0382  -0.078
O  0.0208  0.0168  0.1089
O  0.0154  0.006  -0.0304
O  -0.0179  0.0244  0.0523
O  -0.0143  0.0031  0.0172
O  0.0358  -0.0016  -0.0307
O  0.0312  -0.029  0.0784
O  -0.034  0.0169  -0.0331
O  0.0025  0.0607  -0.169
O  0.0289  0.0372  -0.008
O  0.02  0.0318  0.0397
O  -0.0547  -0.0081  -0.028
O  -0.1496  0.1011  0.001
O  -0.0102  -0.0115  0.0022
O  0.0362  -0.0502  0.0895
O  0.1547  -0.2608  -0.0935
O  -0.054  0.031  0.0145
O  0.0705  0.0265  -0.0291
O  -0.0134  0.0201  0.0061
O  0.0046  0.01  0.0117
O  0.0178  -0.0428  -0.0052
O  0.0088  -0.0472  -0.0596
O  -0.0496  -0.091  -0.0506
O  0.0588  0.0361  -0.0022
O  -0.0354  0.0124  -0.094
O  0.0203  -0.0736  -0.0541
O  0.0953  -0.0389  0.0824
O  0.0098  0.0012  -0.0063
O  -0.0298  -0.0024  -0.0015
O  -0.0064  -0.0057  0.0263
O  0.0052  0.0047  -0.0097
O  -0.0067  -0.0339  -0.0478
O  0.0022  -0.0347  -0.0401
O  -0.0156  -0.0355  -0.0569
O  -0.0104  0.0056  -0.0311
O  0.0013  -0.02  -0.0276
O  -0.0044  -0.0274  -0.0192
O  0.0044  -0.0029  -0.0121
O  -0.0161  0.0762  0.0377
O  -0.0084  -0.1532  0.1038
O  0.0438  -0.0133  0.0488
O  0.0234  -0.0337  0.0323
O  -0.0087  0.0136  -0.0647
O  0.0273  -0.018  -0.0045
O  -0.0033  -0.0432  0.0145
O  -0.0047  -0.0127  0.0147
O  -0.1346  0.051  0.02
O  -0.0077  -0.0123  -0.0419
O  0.0045  0.0183  0
O  -0.0006  -0.0237  -0.0406
O  -0.0286  0.0441  0.1431
O  -0.0971  -0.008  -0.0463
O  -0.0393  -0.0523  0.0113

The program warned: the cutoff lies below the one the program advises for these potential files; the forces do not sum to zero within the program's tolerance; the exchange-correlation potential is rough where the density is thin.
